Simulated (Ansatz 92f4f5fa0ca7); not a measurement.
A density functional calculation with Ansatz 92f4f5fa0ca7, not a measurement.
Periodic cell of 220 atoms, Si132O88, from a study of silicon, its oxide and their interface. The atomic structure is a simulated model.
Doubt: the cutoff is far below the 930 eV that the study's wrapper takes by default for these files, so forces and energies are approximate.
This geometry differs little from another in the collection (a relaxation step or a small displacement).

Settings
functional: PBE
potential files: Ansatz PAW
basis: plane waves
wave-function cutoff: 580 eV
density cutoff ratio: 5
exchange-correlation grid ratio: 1
k mesh: 1 x 1 x 1, Gamma-centred
self-consistency stop: 5e-08 eV per atom in the density residual
occupations: fixed
spin: none
net charge: 0

Cell vectors (angstrom)
a 10.938 0 0
b 0 10.938 0
c 0 0 32.2114

Atoms and the computed forces on them: element, x, y, z (angstrom), force x, y, z (eV/angstrom)
Si -0.2285 0.2343 24.6599 0.0043 -0.0012 -0.0034
Si 5.7139 -0.3442 24.7289 -0.0007 0.0027 -0.0016
Si 2.5101 2.8152 24.7379 0.0073 0.0062 -0.0042
Si 8.4637 2.4724 24.6689 -0.0116 -0.0014 0.0101
Si 0.1909 4.9683 24.6099 -0.002 0.0078 0.0129
Si 5.2328 5.8008 25.0142 -0.0028 -0.0053 -0.008
Si 2.9663 7.912 24.7642 -0.0049 -0.003 0.0073
Si 7.9632 8.3867 24.752 -0.001 -0.0007 -0.0034
Si 1.3165 1.3291 26.0832 0.0015 -0.0085 -0.0056
Si 6.8508 1.3146 25.9887 -0.0004 0.0094 -0.0091
Si 4.0691 4.0473 26.0549 0.0027 -0.0018 -0.0022
Si 9.5636 4.0151 26.0765 -0.0043 0.0052 -0.0108
Si 1.2897 6.7258 25.9201 0.0015 0.0038 -0.006
Si 6.8344 6.9312 26.233 0.0027 -0.0006 -0.0044
Si 4.0962 9.5189 26.0782 -0.0084 0.005 -0.0087
Si 9.5648 9.5798 26.0048 0.0064 -0.0067 -0.005
Si 2.7349 -0.013 27.4135 0.0052 -0.0011 0.0035
Si 8.2163 -0.0052 27.4191 -0.0051 0.0018 0.0066
Si 0.0039 2.7144 27.4704 -0.0008 0.0023 0.009
Si 5.4912 2.7091 27.3892 0.0035 -0.0042 -0.0006
Si 2.699 5.4483 27.4029 -0.0045 -0.0014 0.0004
Si 8.2211 5.4549 27.4295 0.0036 -0.0057 0.0033
Si 0.0065 8.1774 27.3525 0.001 -0.0023 -0.0002
Si 5.446 8.2542 27.5261 0.0048 0.002 0.0098
Si 4.1018 1.3673 28.7931 0.0878 -0.032 -0.1933
Si 9.5708 1.3673 28.7931 -0.1035 -0.1308 0.2403
Si 1.3673 4.1018 28.7931 -0.0167 0.0437 0.218
Si 6.8362 4.1018 28.7931 0.0247 -0.1506 -0.1419
Si 4.1018 6.8362 28.7931 -0.3422 -0.191 0.0922
Si 9.5708 6.8362 28.7931 0.1976 0.0236 -0.1822
Si 1.3673 9.5708 28.7931 -0.0249 -0.2656 -0.2969
Si 6.8362 9.5708 28.7931 0.1859 0.4644 0.4778
Si 0 0 30.1604 -0.1131 -0.0014 -0.0203
Si 5.469 0 30.1604 0.131 0.0121 0.0431
Si 2.7345 2.7345 30.1604 -0.0386 0.0915 -0.0405
Si 8.2035 2.7345 30.1604 0.0007 -0.0495 0.0195
Si 0 5.469 30.1604 0.056 -0.0287 0.0008
Si 5.469 5.469 30.1604 -0.0957 -0.0228 -0.0463
Si 2.7345 8.2035 30.1604 -0.0171 -0.103 0.0029
Si 8.2035 8.2035 30.1604 -0.0502 0.0526 -0.0364
Si 1.3673 1.3673 31.5276 0.0821 -0.0306 -0.0194
Si 6.8362 1.3673 31.5276 -0.0814 0.0543 -0.0018
Si 4.1018 4.1018 31.5276 0.0411 -0.0577 -0.0039
Si 9.5708 4.1018 31.5276 -0.0119 0.0683 -0.0365
Si 1.3673 6.8362 31.5276 -0.0211 0.0357 -0.0201
Si 6.8362 6.8362 31.5276 0.0296 -0.026 -0.0156
Si 4.1018 9.5708 31.5276 -0.0396 0.0034 -0.0359
Si 9.5708 9.5708 31.5276 0.0481 -0.0582 -0.0001
Si 2.7345 0 0.6835 0.0186 -0.0284 0.0078
Si 8.2035 0 0.6835 -0.0371 0.0308 0.0051
Si 0 2.7345 0.6835 -0.0507 0.0376 0.0054
Si 5.469 2.7345 0.6835 0.0282 0.0377 0.0425
Si 2.7345 5.469 0.6835 -0.0317 0.0333 0.004
Si 8.2035 5.469 0.6835 0.021 -0.0774 0.0146
Si 0 8.2035 0.6835 0.0273 -0.0439 0.0338
Si 5.469 8.2035 0.6835 -0.0116 0.0192 0.0168
Si 4.1018 1.3673 2.0507 -0.109 -0.0127 -0.0538
Si 9.5708 1.3673 2.0507 0.0626 -0.0222 0.0725
Si 1.3673 4.1018 2.0507 0.0656 -0.003 0.073
Si 6.8362 4.1018 2.0507 -0.0082 0.088 -0.0852
Si 4.1018 6.8362 2.0507 0.0172 -0.0533 0.0896
Si 9.5708 6.8362 2.0507 -0.0171 0.0478 -0.0528
Si 1.3673 9.5708 2.0507 0.0768 0.0493 -0.0493
Si 6.8362 9.5708 2.0507 0.043 -0.0451 0.0631
Si 0 0 3.418 0.113 0.0418 0.0809
Si 5.469 0 3.418 -0.0806 0.1359 0.4123
Si 2.7345 2.7345 3.418 -0.1253 -0.5437 -0.2694
Si 8.2035 2.7345 3.418 -0.3625 0.0845 0.2294
Si 0 5.469 3.418 -0.2426 0.0276 0.1197
Si 5.469 5.469 3.418 0.4401 -0.1612 -0.4519
Si 2.7345 8.2035 3.418 -0.0918 0.603 -0.0505
Si 8.2035 8.2035 3.418 0.3086 0.0484 -0.2219
Si 1.3575 1.3705 4.8275 0.007 0.0045 -0.0046
Si 6.8289 1.3711 4.8593 0.0004 0.0011 -0.0051
Si 4.1947 3.9962 4.6833 -0.0006 0.0092 -0.0129
Si 9.5253 4.117 4.8046 -0.0077 0.0008 0.0008
Si 1.3266 6.9107 4.7441 -0.0082 0.0001 -0.0065
Si 6.8705 6.8291 4.7381 -0.0064 -0.0014 -0.0087
Si 4.0667 9.6213 4.84 -0.0001 0.0001 -0.002
Si 9.572 9.5861 4.7944 0.0002 -0.003 -0.0076
Si 2.7231 0.055 6.3386 -0.0026 0.0037 -0.0007
Si 8.2321 0.0115 6.2196 -0.0011 0.0028 0.0071
Si -0.0742 2.7388 6.1631 -0.0033 -0.0013 0.0032
Si 5.4341 2.7186 6.2801 0.0047 -0.0019 0.0113
Si 2.8511 5.4977 5.7736 0.0124 -0.0008 0.0139
Si 8.2051 5.5241 6.2038 0.0091 -0.0081 0.003
Si 0.0218 8.2803 6.2207 0.003 0.002 0.0043
Si 5.5378 8.2327 6.0481 0.0018 0.0014 0.0049
Si 3.6518 1.837 7.6887 0.0041 -0.0046 -0.0034
Si 9.8259 1.103 7.6053 0.0043 0.0053 -0.0067
Si 1.5284 4.1738 7.0768 -0.0055 0.0009 -0.0024
Si 6.5871 4.368 7.4952 0.0015 -0.0001 0.0013
Si 4.3962 6.5457 7.1589 -0.0113 0.0001 0.0087
Si 9.2962 7.2134 7.4964 0.002 -0.0077 -0.0084
Si 1.1656 9.8019 7.6829 0.0071 -0.008 -0.0014
Si 7.0058 9.3734 7.4789 -0.0034 -0.0029 -0.0117
O 1.4522 3.9717 24.2326 -0.0002 -0.0065 0.0012
O 6.8304 9.4796 24.2108 0.0049 0.0016 0.007
O 2.5223 3.0131 7.6507 0.0069 0.0123 -0.0014
O 8.1303 8.273 7.9725 -0.0019 0.0066 0.0009
O 5.4301 5.4859 7.9255 -0.0052 -0.0019 -0.009
O 0.0222 0.0009 8.1434 -0.0078 -0.0028 -0.0018
O 4.1303 6.8194 24.295 0.0008 -0.0003 0.0053
O 9.5994 1.3698 24.1401 0.0011 -0.0031 0.0071
O 1.8242 9.1382 9.0739 0.0016 -0.0004 0.0002
O 1.078 5.2753 8.2298 -0.0013 0.0004 0.0029
O 9.0568 1.7111 8.9638 -0.0009 -0.0001 0.0041
O 6.2523 9.9398 8.8417 0.0004 0.0004 0.0074
O 3.7193 1.7099 9.3611 -0.001 0.0021 0.0081
O 3.4203 7.2827 8.218 0.0014 -0.0013 -0.0013
O 7.2049 3.6826 8.8838 0.0008 -0.0013 0.0009
O 9.9443 6.7787 8.9635 0.0002 0.0009 0.0033
O 2.9797 1.9719 23.376 -0.0008 -0.001 -0.0022
O 5.0369 0.2604 23.3457 -0.0017 0.0012 -0.0027
O 7.8946 3.2534 23.3004 -0.0017 0.0035 -0.0074
O 10.332 5.0461 23.1638 -0.0004 -0.0015 -0.0095
O 8.6676 7.6136 23.4697 0.0009 0.0004 -0.0025
O 2.3982 8.6418 23.4042 -0.0007 0.0021 -0.0056
O 6.3244 5.2709 23.9109 0 -0.0007 -0.0023
O 0.5117 10.5659 23.3023 0.0005 -0.0009 -0.0018
Si 2.9724 8.0441 9.5575 -0.0028 -0.0067 0.003
Si 9.9646 0.2263 13.0852 0.0048 0.0052 0.004
Si 14.7537 5.8945 13.2412 -0.0342 0.009 -0.0511
Si 4.4515 1.6537 22.7411 0.002 -0.0012 0.0061
Si 8.573 2.3435 20.2261 -0.0005 0.0009 0.003
Si 10.191 4.938 21.536 -0.0015 0.0004 0.0061
Si 1.2147 9.3129 22.5149 -0.0003 -0.0004 0.0063
Si 13.1048 4.5681 20.1883 0.0001 0.0006 0.002
Si 1.9774 5.3926 11.0485 0.0223 -0.0038 0.0129
Si -2.0191 10.1278 20.1174 0.0008 -0.0006 0.002
Si 4.4464 6.6385 15.9634 -0.0008 0.0061 0.0141
Si 7.4467 9.3752 12.6951 0.0034 0.008 -0.0033
Si 5.6748 9.5774 10.3257 -0.0068 0.0004 -0.0079
Si 5.4028 2.9538 12.7214 0.0054 -0.0035 -0.0509
Si 3.1199 12.5454 15.9804 -0.0111 -0.007 -0.0013
Si 2.6723 9.3635 19.7606 -0.001 0.0002 0.0019
Si 5.2933 3.8352 15.447 0.0021 -0.002 0.033
Si 3.3243 2.6487 10.6575 0.0026 0.0056 -0.0001
Si 4.9363 10.9707 12.7113 -0.0074 0.0065 -0.0022
Si 6.4892 4.0077 22.9258 0.003 -0.0001 0.0077
Si 13.1244 0.708 13.019 -0.0011 0.0061 -0.0035
Si 8.6711 3.2316 9.4482 -0.0006 0.0004 -0.0077
Si 9.6092 14.0321 17.4183 0.0011 -0.0028 0.0009
Si 12.2403 2.4512 18.3651 0 -0.0005 -0.0026
Si 8.2069 4.5368 15.194 0.013 -0.0033 0.0019
Si 4.6746 -0.0922 17.9999 0.0004 0.0002 0.0004
Si 4.999 4.8203 20.4185 0.0028 -0.002 0.0029
Si 7.2566 7.6015 15.232 0.0096 0.0081 0.0059
Si 14.5532 6.699 18.8572 -0.0006 -0.0016 0.0058
Si 9.4284 7.7953 22.0297 0.0001 -0.0013 0.0045
Si 18.2933 9.6998 17.4056 0.0005 0.0042 0.0013
Si 10.7526 5.4026 9.2534 0.0002 -0.0028 -0.0033
Si 5.5272 13.0157 19.9354 0.0003 0.0005 0.0039
Si 0.3966 -0.5709 18.4182 -0.0005 -0.0013 -0.0025
Si 9.553 11.2263 16.1604 0.0028 -0.0024 -0.0058
Si 8.5909 3.0735 12.5787 -0.0015 -0.0109 -0.0082
O 6.9915 13.7792 12.6542 0.0025 0.0095 0.0081
O 6.9959 -8.7117 20.6446 0.0002 -0.0006 -0.0012
O 11.7143 0.9714 18.79 0.0003 0.0002 0.0011
O 4.8393 4.1287 13.8207 0.0095 0.0255 -0.0193
O 2.0964 2.3999 16.9555 0.0015 0.001 0.0012
O 9.7857 10.7949 14.6418 -0.0008 0.0015 0.0012
O 5.5268 1.1693 18.5932 -0.0006 -0.0014 -0.0018
O 3.3703 10.4779 12.9359 0.0029 -0.0058 -0.0007
O 2.5471 4.042 10.2929 -0.0018 -0.0016 0.0012
O 0.3479 5.3282 10.7972 -0.0017 0.0001 -0.0034
O 5.1005 3.5512 19.399 -0.0003 0 -0.0012
O 9.4014 3.5715 20.9816 0 -0.0013 -0.0017
O 15.8527 6.5332 12.3829 0.002 -0.0194 0.0886
O 1.6967 9.4152 18.4472 -0.0003 -0.0004 0.0009
O 0.0747 8.1773 22.2269 -0.0008 -0.0006 -0.0016
O 13.3836 5.5527 18.8968 0.0006 0.0013 -0.0011
O 16.6703 -1.1554 17.3763 0.0012 -0.0014 0.0006
O 10.6059 10.2956 16.9798 -0.0023 0.001 0.0004
O 4.5046 1.562 21.1132 0.001 0.0003 -0.0032
O 2.4231 5.2686 12.6246 -0.0127 0.001 0.0046
O 6.247 4.7216 21.4634 -0.0024 0.0015 -0.0037
O 8.6509 9.0662 21.3282 -0.0001 0.002 -0.0026
O 8.0137 10.9736 16.621 0.0005 -0.0019 0.0011
O 3.177 7.8423 19.9214 0.0008 -0.0002 -0.0009
O 15.9805 6.14 19.4616 -0.0012 0.0016 -0.0016
O 4.9108 12.4779 13.3388 -0.0001 0.0016 0.0041
O 8.8657 10.1766 12.3449 -0.0039 -0.0027 -0.0015
O 8.9399 4.1369 13.7778 -0.0032 0.0005 0.0028
O 6.2052 10.2208 13.4183 0.0016 -0.0037 0.0007
O 7.7806 8.2618 13.8357 -0.0025 -0.004 -0.0007
O 7.8215 8.3581 16.584 -0.0005 -0.0037 -0.0024
O 4.2754 8.7569 10.2154 0.0049 0.0039 -0.0007
O 4.739 3.2053 11.2877 0.0062 -0.0102 0.0148
O 5.2843 10.9753 11.1101 0.003 -0.0018 -0.0001
O 4.449 13.4883 15.8844 0.0089 0.011 -0.0096
O 3.9319 10.2916 19.3365 0.0006 0.0004 -0.001
O 6.8913 3.5569 15.4124 -0.0024 0.0037 -0.0058
O 13.0786 3.0302 19.6286 0 -0.0008 0.0004
O 0.6542 11.0662 12.7674 -0.0032 0.0013 0.0008
O -1.5361 6.3615 21.1877 0.0001 -0.0004 -0.0017
O 5.6324 7.5849 15.395 -0.004 -0.0062 -0.0052
O 5.0031 5.1382 16.3498 -0.0007 0.0002 -0.0079
O 3.7868 7.2419 17.3256 0.0022 -0.0011 -0.01
O 0.0705 3.4947 18.1366 -0.0002 0.0003 0.0009
O 11.708 4.9393 20.9202 0.0024 -0.0006 -0.0014
O 7.8069 6.0872 15.1824 -0.0049 0.0022 -0.001
O 5.3376 2.9183 23.2504 -0.0016 -0.0008 -0.0028
O 12.8777 9.8459 21.1381 0.0019 -0.0002 -0.0039
O 9.053 11.7252 20.5249 0.0005 -0.0002 -0.0006
O 2.4782 1.8015 11.8039 -0.0015 -0.0062 0.0055
O 2.3376 1.3295 14.5592 0.0033 0.0007 0.0017
O 9.1301 4.3479 16.5171 -0.0035 0.0009 -0.0027
O 3.6389 0.2717 16.7775 0.0018 0.0004 0.0012
O 9.5004 12.6951 12.8065 -0.0062 0.0043 -0.0006
O 10.3787 -1.2101 19.551 0.0008 0.0004 -0.0005
O 7.8021 9.7946 18.973 -0.001 -0.0003 -0.0019
O 14.4427 15.6758 21.1542 -0.0009 -0.0001 -0.0011
O 6.8445 -2.0732 11.2498 0.0027 -0.0049 0.0065
O 14.3135 6.3791 14.7546 0.022 -0.0135 -0.0318
O 2.3924 6.8943 10.5515 -0.0018 0.0076 -0.0108
O 9.7988 4.1793 8.7758 0.0004 0.0001 0.0013
O 8.8288 3.5228 11.039 -0.0036 -0.0015 0.0154
O 9.8627 1.8649 16.3762 -0.0002 0.0005 0.0008
O 8.5843 2.6598 18.6129 0.0008 0.0011 -0.0034

Results
free energy: -133959.054 eV
free energy less fixed offsets of O -568.88, Si -635.61 eV per atom: 2.906 eV

The program warned: the cutoff lies below the one the program advises for these potential files; the exchange-correlation potential is rough where the density is thin.
